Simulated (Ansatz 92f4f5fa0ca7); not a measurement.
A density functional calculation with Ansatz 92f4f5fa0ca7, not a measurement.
Periodic cell of 288 atoms, Si194O94, from a study of silicon, its oxide and their interface. The atomic structure is a simulated model.
Doubt: the cutoff is far below the 930 eV that the study's wrapper takes by default for these files, so forces and energies are approximate.
This geometry differs little from another in the collection (a relaxation step or a small displacement).

Settings
functional: PBE
potential files: Ansatz PAW
basis: plane waves
wave-function cutoff: 580 eV
density cutoff ratio: 5
exchange-correlation grid ratio: 1
k mesh: 1 x 1 x 1, Gamma-centred
self-consistency stop: 5e-08 eV per atom in the density residual
occupations: fixed
spin: none
net charge: 0

Cell vectors (angstrom)
a 11.6015 0 0
b 0 10.938 0
c 0 0 41.0398

Atoms: element, x, y, z (angstrom)
Si 0 0 0.9665
Si 3.8672 0 0.9665
Si 7.7343 0 0.9665
Si 1.9336 1.3673 0.9665
Si 5.8008 1.3673 0.9665
Si 9.6679 1.3673 0.9665
Si 0 5.469 0.9665
Si 3.8672 5.469 0.9665
Si 7.7343 5.469 0.9665
Si 1.9336 6.8362 0.9665
Si 5.8008 6.8362 0.9665
Si 9.6679 6.8362 0.9665
Si 1.9336 2.7345 40.0727
Si 5.8008 2.7345 40.0727
Si 9.6679 2.7345 40.0727
Si 0 4.1018 40.0727
Si 3.8672 4.1018 40.0727
Si 7.7343 4.1018 40.0727
Si 1.9336 8.2035 40.0727
Si 5.8008 8.2035 40.0727
Si 9.6679 8.2035 40.0727
Si 0 9.5708 40.0727
Si 3.8672 9.5708 40.0727
Si 7.7343 9.5708 40.0727
Si 0 0 4.8337
Si 3.8672 0 4.8337
Si 7.7343 0 4.8337
Si 1.9336 1.3673 4.8337
Si 5.8008 1.3673 4.8337
Si 9.6679 1.3673 4.8337
Si 0 5.469 4.8337
Si 3.8672 5.469 4.8337
Si 7.7343 5.469 4.8337
Si 1.9336 6.8362 4.8337
Si 5.8008 6.8362 4.8337
Si 9.6679 6.8362 4.8337
Si 1.9336 2.7345 2.9001
Si 5.8008 2.7345 2.9001
Si 9.6679 2.7345 2.9001
Si 0 4.1018 2.9001
Si 3.8672 4.1018 2.9001
Si 7.7343 4.1018 2.9001
Si 1.9336 8.2035 2.9001
Si 5.8008 8.2035 2.9001
Si 9.6679 8.2035 2.9001
Si 0 9.5708 2.9001
Si 3.8672 9.5708 2.9001
Si 7.7343 9.5708 2.9001
Si 0.0628 -0.2911 30.5619
Si 3.7451 -0.1439 30.4689
Si 8.1068 0.0982 29.456
Si 1.8458 1.1902 30.5857
Si 5.4203 1.4904 30.2525
Si 10.0331 1.3077 30.1237
Si 0.2473 4.932 30.3742
Si 3.7108 5.6195 30.4456
Si 7.0355 5.704 29.695
Si 1.6905 6.7315 30.6537
Si 5.3772 7.2258 30.1997
Si 9.7249 6.7247 29.4388
Si 1.9536 2.6301 32.4381
Si 5.7381 2.6918 32.293
Si 9.6342 2.5782 32.1956
Si -0.0304 3.8837 32.4175
Si 3.8156 4.0884 32.3109
Si 7.7113 4.0003 32.3143
Si 1.88 8.1179 32.5305
Si 5.7169 8.1907 32.3244
Si 9.6327 8.106 32.4224
Si -0.0562 9.4272 32.5216
Si 3.7895 9.5142 32.4527
Si 7.7059 9.4386 32.314
Si -0.0322 0.0051 34.3173
Si 3.8479 -0.0214 34.3391
Si 7.7018 -0.0319 34.2151
Si 1.9282 1.3217 34.3549
Si 5.7747 1.3399 34.2494
Si 9.6171 1.3231 34.2117
Si -0.0254 5.3673 34.2746
Si 3.8642 5.4118 34.2762
Si 7.7028 5.3527 34.2795
Si 1.9162 6.7153 34.3791
Si 5.7976 6.7663 34.2301
Si 9.6291 6.6975 34.2938
Si 1.9208 2.7335 36.2326
Si 5.789 2.7022 36.2001
Si 9.6375 2.6993 36.1742
Si -0.0312 4.057 36.2296
Si 3.8689 4.0724 36.2176
Si 7.7104 4.0548 36.2349
Si 1.9139 8.1883 36.2252
Si 5.8051 8.1606 36.1757
Si 9.6456 8.1735 36.1801
Si -0.0286 9.5449 36.2173
Si 3.8742 9.5218 36.2286
Si 7.7163 9.5476 36.1764
Si 0 0 38.1391
Si 3.8672 0 38.1391
Si 7.7343 0 38.1391
Si 1.9336 1.3673 38.1391
Si 5.8008 1.3673 38.1391
Si 9.6679 1.3673 38.1391
Si 0 5.469 38.1391
Si 3.8672 5.469 38.1391
Si 7.7343 5.469 38.1391
Si 1.9336 6.8362 38.1391
Si 5.8008 6.8362 38.1391
Si 9.6679 6.8362 38.1391
Si 1.9476 2.7635 6.7817
Si 5.8219 2.7647 6.7535
Si 9.6699 2.7779 6.7799
Si 0.0166 4.1277 6.8117
Si 3.8832 4.1141 6.7566
Si 7.7403 4.1376 6.7924
Si 1.947 8.225 6.766
Si 5.8092 8.238 6.7801
Si 9.6772 8.2361 6.7282
Si 0.0067 9.5901 6.7452
Si 3.8747 9.6026 6.7722
Si 7.7505 9.603 6.7832
Si -0.0069 0.1521 8.5783
Si 3.8927 0.0986 8.6672
Si 7.7639 0.0699 8.7057
Si 1.9481 1.4491 8.7576
Si 5.8416 1.431 8.6968
Si 9.6598 1.5046 8.7767
Si 0.0424 5.4925 8.7795
Si 3.902 5.4741 8.6855
Si 7.7318 5.5444 8.7311
Si 1.9719 6.8416 8.6842
Si 5.7978 6.8847 8.7299
Si 9.7061 6.8279 8.6066
Si 1.9189 2.7908 10.7409
Si 5.8759 2.765 10.6606
Si 9.6583 2.9777 10.7201
Si 0.056 4.2634 10.8297
Si 3.8915 4.0698 10.5834
Si 7.6836 4.2977 10.743
Si 1.9585 8.3291 10.5082
Si 5.7855 8.2565 10.6815
Si 9.7048 8.3071 10.4067
Si 0.0368 9.657 10.3861
Si 3.8967 9.6771 10.5735
Si 7.751 9.5809 10.5884
Si -0.3207 0.3926 13.1316
Si 3.9916 0.1361 12.4814
Si 7.9355 -0.1293 12.5727
Si 2.3443 1.7447 12.8669
Si 6.0271 1.2772 12.5499
Si 9.4145 1.6885 12.6665
Si 0.4221 5.4719 12.9572
Si 3.7539 5.5143 12.4097
Si 7.4357 5.5627 12.8532
Si 2.037 7.1163 12.4971
Si 5.5337 6.9623 12.6923
Si 9.3836 6.8025 13.2089
O -0.9875 5.8608 13.7409
O 9.0804 8.0303 14.2509
O 8.8496 2.5144 14.0234
O 1.0349 1.1233 13.6874
O 3.9761 10.2403 13.9022
O 5.1226 7.8728 14.0493
O 0.1449 10.6307 11.7286
O 6.1554 2.1672 13.9569
O 2.4352 8.0264 13.8567
O 1.2312 4.5536 14.0851
O 7.2078 4.5948 14.1894
O 10.7207 10.1479 14.1354
O 6.4657 4.4077 28.8596
O 8.1654 10.1718 28.0465
O 3.8194 4.9221 28.9169
O 1.4891 7.6592 29.2971
O 0.1515 9.9107 29.0481
O 10.8595 2.1664 28.9327
O -1.1709 5.2668 29.6064
O 6.7974 1.0772 29.4345
O 7.6969 5.1209 31.0825
O 1.0905 4.0361 29.2577
O 10.5306 7.6543 28.3736
O 3.6588 9.8054 29.1326
Si -0.788 3.0956 21.6265
Si 9.1465 9.6691 14.3462
Si 0.3681 8.4257 28.4067
Si 4.5573 8.6345 28.4124
Si -2.7857 10.158 19.9279
Si -2.1228 -2.3721 22.4745
Si 9.3139 5.5395 21.9579
Si 1.1705 2.2203 19.5882
Si 8.1211 4.3853 24.4516
Si 7.1706 9.5707 26.873
Si 10.1278 2.0769 24.5445
Si 2.406 7.9497 26.2574
Si 5.6218 7.4782 22.5587
Si 5.4019 15.5034 25.6229
Si 2.1523 10.1982 19.8513
Si 7.1949 6.1302 20.0711
Si 4.97 3.8699 28.4461
Si 13.021 13.1496 25.7874
Si 0.8854 9.0853 22.1658
Si 14.2026 -0.429 24.3299
Si 0.9105 13.3844 28.8699
Si 2.5399 5.0783 24.7356
Si 4.486 -0.657 22.0026
Si 3.7824 8.7469 14.4739
Si 8.0791 -0.1508 24.2222
Si 6.8028 11.9783 21.6195
Si 3.297 -2.4893 17.5499
Si 3.8359 5.7329 16.9709
Si 2.8745 4.3433 14.2375
Si 7.6931 9.9239 17.0435
Si -1.61 1.7515 19.1805
Si 5.9689 3.2643 19.977
Si 2.6492 -4.5789 22.1024
Si 7.3917 3.0266 14.6002
Si 7.0752 6.8718 25.4151
Si 7.2765 12.8611 17.5145
Si 3.283 4.3765 19.6905
Si 5.9899 7.5816 17.6325
O 5.5444 -1.878 22.196
O 8.753 5.8367 20.4538
O 5.3273 6.396 16.7012
O -0.8636 4.7243 21.8511
O 6.3809 7.3118 23.9928
O 6.8278 2.6086 21.2018
O -1.1093 2.2777 22.9796
O 8.3147 4.5839 22.8414
O 3.3751 9.8674 20.8879
O 2.0499 3.4893 19.1272
O 7.0437 7.0792 18.7626
O 8.811 10.0948 15.8804
O 4.397 3.423 20.4211
O 3.3815 4.7807 15.7345
O -0.597 8.9523 22.7717
O 15.7414 15.7384 24.6495
O 0.6699 13.4997 21.1189
O 7.6237 8.0984 26.321
O 0.8219 -1.2638 20.6396
O 2.3169 -1.5525 18.4398
O 9.1823 3.3098 25.0449
O 8.8064 1.9575 18.1004
O 3.9733 -0.2143 23.485
O 5.6928 9.4365 27.5383
O 1.4888 10.1932 23.1933
O 9.1121 -2.0295 20.9185
O 13.2544 -3.2915 22.0799
O 2.2641 0.9537 25.1445
O 7.1465 10.5249 25.5414
O 3.5927 9.0366 16.0621
O -0.1278 2.1139 18.5887
O 6.5388 4.7295 19.6553
O 5.9244 6.0101 26.2199
O -4.3042 11.746 23.1538
O 7.2878 2.9035 16.2154
O 2.7725 -5.3389 20.657
O 8.377 9.5906 18.4778
O 4.926 3.6103 26.8479
O 7.6521 0.1447 20.5717
O 6.4683 6.7563 21.3826
O 8.3255 5.8412 25.1773
O 4.1171 6.8686 22.6014
O -3.0911 -1.5594 23.5062
O 3.6067 7.8219 27.361
O 5.2506 11.5673 21.4083
O -1.8915 2.7163 20.4736
O 11.4552 2.0219 25.4453
O -2.1986 17.9046 22.7254
O 4.0042 4.9145 18.3477
O 4.7222 8.3337 18.3718
O 13.1611 2.1502 27.4078
O 6.7442 8.6559 16.6666
O 18.1982 3.8675 24.7551
O 2.8045 -1.7767 25.2348
O 2.0484 -5.6338 23.1967
O 13.451 3.7145 25.3008
O 6.8667 11.3296 17.1094
O 0.9753 8.4349 26.8963
O 2.053 0.8542 19.5447
O -1.5025 11.1346 19.6894
O 2.2274 6.4614 25.5796
O 6.1655 2.392 18.6068
O 9.4031 0.6379 24.7333
O 2.7317 6.9261 17.2698
O -3.7051 -0.8925 30.76
O -1.8889 7.434 30.9049
O 9.9344 7.3929 11.783
O 14.6896 2.7308 13.9854
O 4.6334 2.4673 29.1848
O 8.2326 6.4486 28.8522

Results
free energy: -176784.758 eV
free energy less fixed offsets of O -568.88, Si -635.61 eV per atom: -1.698 eV

Forces (eV/angstrom), in the order of the atoms: element, x, y, z
Si 0.0041 0.005 0.007
Si -0.0011 0.0176 0.0115
Si -0.0048 0.0571 0.0035
Si -0.0038 -0.0344 -0.0003
Si -0.0091 -0.0364 -0.0115
Si 0.0131 -0.0675 -0.0151
Si 0.0033 0.0554 0.0152
Si -0.0089 0.0291 0.0055
Si 0.006 0.0407 0.0058
Si 0.0009 -0.0141 0.0001
Si -0.0004 -0.0598 -0.0057
Si -0.0006 -0.0222 -0.0118
Si 0.0004 0.002 0.0341
Si 0.0045 0.05 -0.0088
Si -0.016 0.0819 -0.0118
Si -0.0036 -0.0367 0.0031
Si -0.0111 -0.0271 -0.01
Si 0.0014 -0.0308 -0.003
Si -0.0051 -0.0123 0.0421
Si -0.0018 0.0736 -0.0085
Si -0.0074 0.046 -0.0084
Si 0.0021 -0.0109 -0.0016
Si -0.0167 -0.006 0.0034
Si -0.0037 -0.0761 -0.0285
Si 0.0328 0.0809 -0.2337
Si -0.0069 0.1017 -0.0693
Si 0.0006 0.1 -0.0086
Si 0.0109 0.0399 0.1811
Si 0.0304 0.0199 0.0177
Si -0.0051 0.0759 0.2003
Si 0.0196 0.0765 0.2334
Si 0.0218 0.1139 -0.0466
Si -0.0089 0.1362 0.1023
Si -0.0023 0.0647 0.0009
Si 0.0291 0.0831 0.1141
Si -0.004 0.028 -0.1944
Si -0.0017 0.0516 0.0324
Si 0.0034 0.0276 0.0084
Si 0.0079 0.0599 0.014
Si 0.0033 -0.0728 0.0142
Si 0.0051 -0.0139 -0.0191
Si 0.0011 -0.0551 0.0156
Si 0.0019 0.0251 0.0069
Si -0.0076 0.0645 0.0141
Si 0.0143 0.0045 -0.0199
Si -0.005 0.0057 -0.0325
Si 0.006 -0.0217 -0.0112
Si 0.0105 -0.0594 -0.0038
Si -0.173 0.1068 -0.1266
Si 0.1335 -0.0923 0.003
Si -0.0048 0.0435 0.1709
Si 0.1118 -0.0832 0.0337
Si 0.1023 -0.209 -0.0963
Si -0.0716 -0.0735 0.0428
Si 0.0712 0.0487 -0.2009
Si -0.0843 -0.1062 -0.0644
Si 0.0605 -0.081 -0.046
Si 0.0007 0.0967 -0.0407
Si -0.0188 0.0592 -0.0003
Si -0.0536 0.0204 -0.0606
Si -0.1395 0.0471 -0.0617
Si 0.0287 0.0301 -0.0165
Si -0.073 -0.0116 -0.1417
Si 0.0269 -0.0425 0.102
Si 0.1549 0.0795 -0.0426
Si 0.0296 0.0163 0.048
Si -0.0385 -0.0246 0
Si 0.0452 0.0486 -0.0203
Si -0.1832 -0.0227 -0.0454
Si 0.1438 0.0096 0.0393
Si -0.0397 0.0855 -0.0669
Si 0.1231 0.0961 -0.1408
Si -0.0155 -0.0235 -0.0155
Si 0.0366 -0.0521 -0.0271
Si -0.0956 -0.0918 -0.0695
Si 0.0091 -0.0241 0.0877
Si 0.0192 0.0219 0.0145
Si 0.0474 0.0534 0.0683
Si -0.0008 -0.0049 0.0644
Si -0.0045 -0.0305 0.0281
Si 0.0127 -0.0355 -0.0641
Si -0.0384 0.0652 -0.0172
Si -0.0138 0.0048 0.0148
Si 0.0692 0.0204 -0.016
Si -0.0073 -0.0058 0.0272
Si -0.0246 -0.0311 -0.0183
Si 0.0127 -0.0571 -0.0041
Si 0.0142 0.0307 -0.0466
Si 0.0055 0.0179 0.0017
Si -0.0058 0.0368 0.0101
Si 0.0145 -0.0317 -0.0129
Si -0.0353 -0.034 -0.0216
Si 0.0083 -0.0503 -0.0212
Si 0.0188 0.0455 0.0331
Si -0.0291 0.0589 0.0348
Si 0.0225 0.0676 0.0118
Si -0.057 -0.0553 0.0323
Si 0.036 -0.099 0.0466
Si -0.0076 -0.0887 -0.1641
Si 0.0112 -0.1218 0.1095
Si -0.0296 -0.1779 0.0048
Si -0.0279 -0.1389 -0.1303
Si -0.0535 -0.0174 -0.0209
Si 0.0215 -0.0085 -0.0407
Si -0.0221 -0.0342 0.0458
Si -0.0245 -0.0775 0.1792
Si 0.0377 -0.1268 -0.0607
Si -0.0367 -0.0483 -0.0488
Si 0.0163 -0.0109 0.0265
Si 0.0021 -0.0134 -0.0048
Si -0.0056 -0.0206 0.0024
Si 0.003 0.0008 -0.0039
Si 0.0092 -0.0042 -0.0146
Si -0.0315 0.036 0.0317
Si 0.0067 -0.0269 -0.0316
Si -0.0128 -0.0457 -0.009
Si 0.0026 -0.0501 -0.0147
Si 0.0164 0.0549 0.0008
Si 0.0035 0.0281 0.011
Si -0.0201 0.0155 -0.0159
Si 0.06 -0.0522 0.0191
Si -0.0046 -0.0359 0.0237
Si -0.0218 0.0145 0.0099
Si -0.003 -0.0168 -0.0823
Si -0.028 0.0125 -0.0311
Si 0.0114 0.0274 0.0037
Si -0.0046 0.0061 -0.0606
Si -0.0054 -0.0012 -0.0424
Si 0.0032 -0.0619 -0.0791
Si 0.0336 -0.0182 -0.0154
Si 0.0186 0.0443 -0.0021
Si -0.0878 0.067 0.0598
Si -0.0308 0.0413 -0.0172
Si 0.0992 -0.0807 -0.0037
Si -0.0324 -0.0457 0.0069
Si 0.0225 -0.0197 0.0829
Si -0.0452 -0.002 0.0007
Si 0.0136 0.0546 0.0766
Si 0.0025 0.0168 0.0173
Si -0.0468 -0.053 0.0216
Si 0.1822 -0.0177 0.0876
Si -0.15 0.0586 0.0899
Si -0.0044 0.0047 -0.0134
Si 0.0024 -0.0124 0.0035
Si -0.0084 0.0088 -0.0153
Si 0.0361 0.0343 0.0085
Si -0.0375 0.0087 -0.0404
Si -0.0694 -0.1331 0.1644
Si -0.0725 0.0157 0.0207
Si 0.0941 -0.0148 0.0591
Si -0.1013 0.135 0.0574
Si 0.0218 0.0611 -0.0257
Si 0.0098 0.0481 -0.0282
Si -0.1027 -0.0442 0.0567
Si 0.2056 0.0215 0.0365
Si -0.0634 -0.0298 -0.0739
O 0.042 -0.0311 -0.0382
O -0.006 0.0906 -0.0128
O -0.0789 0.0018 -0.041
O 0.05 0.0183 -0.0765
O -0.0195 -0.0181 -0.0217
O -0.071 -0.0112 -0.0935
O -0.0073 -0.0032 -0.0621
O 0.0463 0.0113 -0.068
O 0.0714 0.0181 -0.0434
O 0.0098 -0.0224 -0.0472
O -0.007 -0.0798 0.0071
O -0.0332 -0.0321 0.0065
O -0.0266 0.0279 0.0227
O -0.0274 -0.0708 -0.0754
O 0.0184 0.0065 0.0602
O -0.0278 -0.0357 0.1036
O 0.0435 -0.0851 0.027
O 0.0183 -0.0063 0.046
O 0.028 -0.0141 0.0845
O -0.0723 0.0077 0.0731
O 0.003 -0.0343 0.0587
O 0.0332 -0.0241 0.082
O 0.0076 -0.0189 0.0596
O -0.0486 0.0192 0.0446
Si -0.0087 -0.0205 0.0073
Si 0.1538 -0.0041 0.026
Si 0.0474 0.0623 -0.0822
Si 0.005 0.1019 -0.0478
Si -0.015 -0.0023 -0.0094
Si 0.0021 0.0081 -0.0048
Si -0.0096 0.0034 0.007
Si -0.0104 -0.006 0.0146
Si -0.0102 -0.014 -0.0067
Si -0.0218 0.006 0.0263
Si 0.005 0.0051 -0.0143
Si 0.0068 -0.0052 -0.0152
Si -0.0019 -0.0021 0.0184
Si -0.0022 0.0304 -0.0608
Si 0.0011 -0.0169 -0.0023
Si -0.0165 0.0141 -0.0183
Si 0.0128 -0.0265 0.02
Si -0.0022 0.0071 -0.0305
Si 0.0105 0.0026 0.0109
Si 0.0035 -0.0095 -0.0033
Si -0.1104 0.055 -0.1073
Si 0.0141 0.0124 -0.0183
Si 0.001 0.0112 0.0074
Si -0.0299 -0.0155 0.0399
Si -0.0094 0.0096 -0.0026
Si -0.0045 -0.0286 0.0099
Si 0.0204 -0.0272 0.0422
Si -0.0022 0.017 0.0185
Si -0.076 -0.0792 0.0819
Si -0.0113 0.0099 0.0465
Si -0.0135 -0.0019 0.0051
Si 0.0073 -0.0057 -0.0138
Si 0.0003 -0.0137 0.0151
Si -0.0001 0.0351 0.0046
Si -0.0117 0.0139 -0.0218
Si -0.007 -0.0267 0.0293
Si 0.0022 0.0114 0.0168
Si -0.008 0.0238 0.0412
O -0.006 0.0057 -0.002
O 0.0092 -0.0033 -0.0052
O -0.0103 -0.0168 -0.0158
O -0.001 0.0107 -0.0043
O -0.0012 0.0028 -0.0059
O -0.0012 0.0014 0.0011
O 0.0065 0.004 -0.0135
O 0.0103 0.0039 -0.0152
O 0.0002 0.0054 0.0009
O -0.0007 -0.0054 -0.0129
O 0.0046 -0.0171 0.0004
O -0.0111 -0.0142 -0.0768
O 0.0017 0.0003 -0.0036
O 0.0148 0.0175 -0.0257
O 0.0071 -0.0012 0.0041
O -0.0042 -0.0011 0.0093
O 0.003 -0.0004 -0.0045
O 0.0121 -0.0153 0.009
O 0.0028 0.0098 -0.0118
O -0.0114 0.0179 0.0083
O -0.0002 0.0029 0.0072
O 0.0038 0.0056 -0.012
O -0.003 -0.0028 -0.0211
O -0.0092 -0.0243 0.0149
O -0.0063 -0.0061 -0.0073
O 0.0059 -0.0021 -0.0091
O 0.0018 0.0057 -0.0025
O 0.0006 -0.0005 0.0113
O 0.0039 0.0111 -0.0036
O 0.0064 0.0012 -0.0518
O 0.005 0.0007 -0.0066
O -0.0033 -0.0112 0.0018
O 0.0113 -0.0077 0.0235
O -0.0007 0.0007 -0.0026
O -0.0004 -0.0007 -0.0172
O -0.0019 -0.0056 -0.0117
O 0.0141 0.0035 0.0182
O 0.0005 -0.0074 0.0137
O 0.0044 0.0122 0.0071
O 0.0093 0.0023 -0.0015
O 0.0071 0.0016 0.0092
O 0.0047 0.0029 -0.0006
O 0.0063 -0.0061 0.0005
O -0.0129 -0.0062 0.0127
O 0.0269 -0.0015 -0.0012
O 0.0067 0.0063 -0.0019
O -0.0051 0.0001 0.0118
O 0.0065 -0.0121 -0.0027
O -0.0014 0.0027 -0.0153
O -0.0129 0 -0.025
O 0.0237 -0.0078 0.045
O -0.0102 -0.0086 -0.0195
O 0.0135 -0.0022 0.0048
O 0.0076 0.0237 -0.0099
O 0.0021 0.0106 -0.0171
O -0.0034 -0.0031 0.0222
O -0.0017 0.0045 -0.008
O -0.0184 0.0076 0.077
O -0.0029 0.004 -0.0126
O -0.0011 -0.0074 -0.0074
O 0.0003 -0.0041 0.0083
O -0.0034 0.0145 0.0031
O -0.0009 -0.0037 0.007
O 0.0157 -0.0158 -0.0094
O -0.0403 0.06 0.0139
O 0.0398 -0.0041 0.0227
O -0.028 -0.0213 0.0172
O 0.0268 0.0887 -0.0842
O 0.0171 0.0758 0.0402
O 0.0088 0.0178 0.0527

The program warned: the cutoff lies below the one the program advises for these potential files; the forces do not sum to zero within the program's tolerance; the exchange-correlation potential is rough where the density is thin.
